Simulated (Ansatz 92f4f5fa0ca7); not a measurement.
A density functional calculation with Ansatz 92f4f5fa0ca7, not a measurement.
Periodic cell of 221 atoms, Si132O87H1N1, from a study of silicon, its oxide and their interface. The atomic structure is a simulated model.
Doubt: the cutoff is far below the 930 eV that the study's wrapper takes by default for these files, so forces and energies are approximate.

Settings
functional: PBE
potential files: Ansatz PAW
basis: plane waves
wave-function cutoff: 580 eV
density cutoff ratio: 5
exchange-correlation grid ratio: 1
k mesh: 1 x 1 x 1, Gamma-centred
self-consistency stop: 5e-08 eV per atom in the density residual
occupations: fixed
spin: none
net charge: 0

Cell vectors (angstrom)
a, 10.938, 0, 0
b, 0, 10.938, 0
c, 0, 0, 32.2648

Atoms: element, x, y, z (angstrom)
Si, 0.1735, -0.0914, 24.5347
Si, 5.5958, -0.2926, 24.8244
Si, 2.4899, 3.0668, 24.5118
Si, 8.0849, 2.9841, 25.1405
Si, 0.0138, 5.1429, 24.7291
Si, 5.8579, 5.1037, 24.7271
Si, 2.4252, 8.5603, 24.6721
Si, 7.9578, 8.64, 24.8418
Si, 1.4015, 1.4235, 25.9461
Si, 6.7535, 1.3461, 26.1657
Si, 4.0688, 4.1396, 25.9913
Si, 9.6149, 4.1633, 26.3915
Si, 1.2743, 6.8651, 25.9465
Si, 6.8492, 6.8621, 26.0429
Si, 4.0439, 9.5173, 26.1592
Si, 9.57, 9.7546, 26.1117
Si, 2.7295, 0.0414, 27.4408
Si, 8.178, 0.0598, 27.5194
Si, 0.0522, 2.685, 27.5064
Si, 5.3868, 2.7503, 27.4563
Si, 2.716, 5.5339, 27.4009
Si, 8.1736, 5.5629, 27.5285
Si, -0.0392, 8.2262, 27.4232
Si, 5.4419, 8.1592, 27.4702
Si, 4.1018, 1.3673, 28.8465
Si, 9.5708, 1.3673, 28.8465
Si, 1.3673, 4.1018, 28.8465
Si, 6.8362, 4.1018, 28.8465
Si, 4.1018, 6.8362, 28.8465
Si, 9.5708, 6.8362, 28.8465
Si, 1.3673, 9.5708, 28.8465
Si, 6.8362, 9.5708, 28.8465
Si, 0, 0, 30.2138
Si, 5.469, 0, 30.2138
Si, 2.7345, 2.7345, 30.2138
Si, 8.2035, 2.7345, 30.2138
Si, 0, 5.469, 30.2138
Si, 5.469, 5.469, 30.2138
Si, 2.7345, 8.2035, 30.2138
Si, 8.2035, 8.2035, 30.2138
Si, 1.3673, 1.3673, 31.581
Si, 6.8362, 1.3673, 31.581
Si, 4.1018, 4.1018, 31.581
Si, 9.5708, 4.1018, 31.581
Si, 1.3673, 6.8362, 31.581
Si, 6.8362, 6.8362, 31.581
Si, 4.1018, 9.5708, 31.581
Si, 9.5708, 9.5708, 31.581
Si, 2.7345, 0, 0.6835
Si, 8.2035, 0, 0.6835
Si, 0, 2.7345, 0.6835
Si, 5.469, 2.7345, 0.6835
Si, 2.7345, 5.469, 0.6835
Si, 8.2035, 5.469, 0.6835
Si, 0, 8.2035, 0.6835
Si, 5.469, 8.2035, 0.6835
Si, 4.1018, 1.3673, 2.0507
Si, 9.5708, 1.3673, 2.0507
Si, 1.3673, 4.1018, 2.0507
Si, 6.8362, 4.1018, 2.0507
Si, 4.1018, 6.8362, 2.0507
Si, 9.5708, 6.8362, 2.0507
Si, 1.3673, 9.5708, 2.0507
Si, 6.8362, 9.5708, 2.0507
Si, 0, 0, 3.418
Si, 5.469, 0, 3.418
Si, 2.7345, 2.7345, 3.418
Si, 8.2035, 2.7345, 3.418
Si, 0, 5.469, 3.418
Si, 5.469, 5.469, 3.418
Si, 2.7345, 8.2035, 3.418
Si, 8.2035, 8.2035, 3.418
Si, 1.3645, 1.3768, 4.7245
Si, 6.8641, 1.3349, 4.8215
Si, 4.1245, 4.1079, 4.8771
Si, 9.567, 4.1046, 4.8018
Si, 1.3926, 6.847, 4.8493
Si, 6.8628, 6.7667, 4.7878
Si, 4.1423, 9.4931, 4.7601
Si, 9.5599, 9.5712, 4.8089
Si, 2.7244, -0.056, 5.9536
Si, 8.1904, -0.0086, 6.2526
Si, 0.0168, 2.7289, 6.0979
Si, 5.5046, 2.6288, 6.2333
Si, 2.7843, 5.5558, 6.3234
Si, 8.1972, 5.3853, 6.2318
Si, -0.0311, 8.1842, 6.1843
Si, 5.4934, 8.1065, 6.1416
Si, 3.7563, 1.3684, 7.5004
Si, 9.9074, 1.1526, 7.4601
Si, 1.6583, 3.7809, 7.4355
Si, 6.6503, 4.1619, 7.6122
Si, 4.522, 6.6127, 7.7937
Si, 9.286, 7.0729, 7.488
Si, 1.188, 9.8544, 7.3462
Si, 6.9938, 9.2605, 7.4688
O, 1.212, 4.1141, 24.0748
O, 6.7725, 9.642, 24.1556
O, 2.8583, 2.6974, 7.1887
O, 8.1699, 8.2083, 7.9853
O, 5.5934, 5.3483, 8.0898
O, 0.1037, 0.038, 7.9857
O, 5.3526, 5.555, 23.2098
O, 10.5509, 0.5121, 23.051
O, 2.1888, 9.4586, 8.6251
O, 1.5207, 3.7264, 9.0773
O, 9.481, 2.0198, 8.7869
O, 7.6532, 9.9424, 12.1693
O, 3.34, 0.9009, 9.0696
N, 4.2515, 7.3993, 9.3938
O, 7.2046, 3.3354, 8.9622
O, 9.8574, 6.5181, 8.9502
O, 3.3449, 2.5051, 23.1641
O, 4.6277, 0.2346, 23.5946
O, 9.2148, 2.3709, 24.1157
O, 9.7522, 5.6182, 23.6475
O, 19.8717, 8.1769, 23.5852
O, 3.2893, 7.982, 23.3778
O, 7.0211, 3.9658, 24.3104
O, 1.3042, 9.676, 24.0987
Si, 3.7753, 6.4575, 10.7998
Si, 9.1472, 4.2677, 14.6971
Si, 7.4024, 8.335, 12.0015
Si, 4.208, 1.296, 22.4279
Si, 17.1614, 3.8632, 14.3695
Si, 2.7444, -0.445, 20.2081
Si, 7.1723, 4.1777, 19.5441
Si, 14.0164, 6.6563, 16.5435
Si, 1.9737, 4.1229, 10.5846
Si, 5.6945, 16.2287, 16.8479
Si, 3.782, 9.7687, 17.3355
Si, 10.2157, 4.4195, 11.7319
Si, 10.9247, 6.5219, 16.1518
Si, 8.003, 1.6281, 14.5722
Si, 2.7822, 10.4545, 9.7873
Si, 9.0802, 6.8143, 22.7136
Si, 11.1816, -1.1553, 11.2935
Si, 3.5664, -3.2477, 13.805
Si, 5.1619, 8.7735, 9.9438
Si, 9.581, 1.7917, 22.6535
Si, 11.9186, -0.3951, 16.6778
Si, 8.3974, 2.6198, 9.8418
Si, -0.4337, 8.2564, 18.4746
Si, 11.7395, -2.0038, 14.2506
Si, 4.731, 3.8854, 11.7405
Si, 5.9991, 6.0915, 21.8133
Si, 6.4533, 7.7401, 14.7984
Si, 11.5281, 6.5506, 20.7677
Si, 11.0953, 1.0955, 18.9407
Si, 14.2194, 7.7026, 21.7677
Si, 6.972, 1.392, 20.8552
Si, 9.9427, 7.1814, 10.4374
Si, -0.6502, 3.7236, 20.2855
Si, 8.4464, -0.5982, 19.1923
Si, 6.8449, 10.2344, 16.4359
Si, 8.5566, 0.323, 11.8471
O, 13.3553, 8.8263, 14.0389
O, 7.7265, -0.7165, 17.7729
O, 5.9904, 8.198, 11.222
O, 1.6148, 10.5905, 10.9373
O, 4.9309, -5.6256, 10.97
O, 10.0002, 7.1912, 17.3377
O, 6.2493, 4.9435, 20.6674
O, 6.6599, 13.2873, 14.0051
O, 3.5348, 7.2271, 12.2428
O, 2.3368, 5.7233, 10.4966
O, 7.6126, 4.7774, 14.3645
O, 11.3931, -1.5668, 17.6884
O, 9.9124, 4.1729, 13.2866
O, 0.6177, 7.5092, 19.458
O, 6.9531, 2.5456, 19.668
O, 12.4357, 6.233, 16.7788
O, 17.201, 6.546, 15.9218
O, 13.0077, 6.6219, 21.4682
O, 3.2997, 0.6569, 21.255
O, 0.7133, 3.7117, 11.5077
O, 7.222, -0.1126, 20.198
O, 8.1753, 1.453, 21.9379
O, -1.6866, 8.8997, 19.3401
O, 2.7811, 9.052, 20.9803
O, 12.2252, 0.208, 19.7573
O, 6.0986, 9.5778, 8.8608
O, 8.5265, 7.7045, 11.0276
O, 8.8204, 1.0113, 13.304
O, 7.4221, 11.4997, 15.6218
O, 5.7577, 2.7093, 11.3291
O, 2.6029, -0.3391, 16.5767
O, 3.2203, 14.315, 11.3421
O, -6.7795, 5.675, 17.3145
O, 11.1154, 7.562, 14.8932
O, 4.0769, 9.8296, 10.5442
O, 3.4539, 8.1741, 17.0834
O, 10.0646, 5.2118, 15.6693
O, 10.2662, 2.9391, 21.7233
O, 5.0447, 15.1847, 13.3094
O, 4.8034, 7.1594, 21.3173
O, 11.0227, 2.6938, 19.2502
O, 8.9733, 2.7443, 15.3092
O, 3.7029, -0.7066, 18.9056
O, 5.6017, 1.6905, 21.6776
O, 5.2424, 10.2229, 16.7649
O, 7.8874, 1.3551, 10.7645
O, 9.5992, 0.5498, 19.3153
O, 17.613, 4.8393, 18.1111
O, 7.5538, 6.5875, 22.1169
O, -5.9181, -2.641, 14.2283
O, 7.3449, -3.426, 13.4247
O, 11.358, -0.7122, 15.1849
O, 10.2373, 7.0905, 21.6066
O, 9.0708, 3.7744, 10.775
O, 8.8098, -6.6237, 19.799
O, 0.4234, 11.9303, 17.3249
O, 16.5474, 3.9829, 15.8751
O, 11.0812, -1.7283, 12.812
O, 11.2852, 4.9939, 20.3775
O, 0.0381, 8.4506, 10.3568
O, 10.4185, 6.0078, 11.4496
O, 9.9621, -0.098, 11.1463
O, 14.2214, 6.5091, 14.9111
O, 7.2277, 8.9134, 15.5889
H, 5.6122, 2.222, 10.5038

Results
free energy: -133792.021 eV
free energy less fixed offsets of H -15.97, N -385.13, O -568.88, Si -635.61 eV per atom: 2.159 eV

Forces (eV/angstrom), in the order of the atoms: element, x, y, z
Si, 0.185, -0.239, -0.0448
Si, 0.1572, 0.0558, -0.2252
Si, -0.0072, 0.074, 0.0431
Si, -0.0716, -0.1809, -0.2939
Si, 0.2513, 0.1208, 0.0282
Si, 0.0189, 0.0334, -0.4585
Si, -0.0063, -0.1302, -0.0948
Si, -0.1253, 0.0964, -0.3237
Si, -0.0754, 0.0491, -0.2591
Si, 0.001, -0.0607, -0.3145
Si, 0.0115, 0.0631, -0.0927
Si, -0.0603, -0.078, -0.136
Si, -0.0344, -0.0492, -0.2673
Si, 0.0445, 0.0301, -0.2408
Si, -0.0968, 0.0017, -0.156
Si, 0.0673, -0.0537, -0.2048
Si, -0.0939, 0.1065, 0.0457
Si, 0.0295, 0.0435, 0.0462
Si, 0.0461, -0.1977, 0.0119
Si, -0.0349, 0.0954, 0.0655
Si, -0.0937, -0.0154, -0.0979
Si, 0.0176, 0.0833, 0.1569
Si, -0.0623, 0.0226, -0.0349
Si, 0.0979, -0.0345, 0.0616
Si, -0.279, 0.0972, 0.0793
Si, 0.1416, 0.0902, 0.3826
Si, 0.3893, 0.1188, -0.2571
Si, -0.299, 0.0683, -0.2561
Si, -0.1825, -0.1832, 0.0306
Si, 0.0499, 0.5849, 0.2799
Si, -0.0856, 0.0962, -0.4671
Si, -0.0688, -0.223, -0.1604
Si, -0.0969, -0.0795, 0.0133
Si, -0.0156, -0.018, -0.0584
Si, 0.1073, 0.0494, 0.0146
Si, 0.1317, 0.0262, -0.0383
Si, 0.0032, 0.0109, -0.0707
Si, -0.0731, -0.1145, 0.0139
Si, 0.0392, 0.0052, -0.0603
Si, 0.1173, 0.0198, 0.0448
Si, -0.0187, 0.0502, -0.0419
Si, -0.0192, -0.0095, -0.0298
Si, -0.0248, -0.0415, 0.0093
Si, -0.0573, 0.0355, -0.0103
Si, 0.0104, 0.0135, -0.0276
Si, -0.0026, 0.0383, -0.0308
Si, -0.0176, 0.0079, -0.0113
Si, -0.0322, 0.0339, 0.0113
Si, -0.0022, 0.0057, 0.0296
Si, 0.0516, 0.012, 0.0144
Si, -0.0121, -0.0267, 0.0271
Si, 0.0459, -0.0194, 0.0073
Si, 0.0151, -0.0003, 0.0016
Si, 0.0289, -0.0359, 0.0355
Si, -0.0098, -0.0314, 0.0031
Si, 0.002, -0.0155, 0.0325
Si, -0.004, 0.0979, 0.0535
Si, -0.0356, -0.0182, 0.0102
Si, 0.0803, 0.0098, 0.0148
Si, -0.0865, -0.0504, 0.0273
Si, -0.1062, -0.054, 0.0173
Si, 0.0233, 0.0931, 0.0435
Si, -0.0368, -0.018, 0.0333
Si, -0.0135, 0.022, 0.0045
Si, -0.2296, -0.0746, -0.1023
Si, 0.2001, -0.1679, 0.1633
Si, 0.2625, 0.4427, 0.0689
Si, 0.0021, -0.0272, 0.1707
Si, 0.1929, 0.0861, 0.3703
Si, -0.052, -0.3177, 0.1207
Si, -0.0711, -0.241, -0.064
Si, 0.0034, -0.1045, 0.1655
Si, 0.1192, 0.1581, -0.3085
Si, 0.0514, 0.0588, -0.0059
Si, -0.1411, -0.1328, -0.0858
Si, 0.0182, -0.0591, -0.0907
Si, 0.0039, -0.1038, -0.0022
Si, 0.1283, -0.0078, -0.1046
Si, 0.0791, 0.0087, -0.0467
Si, -0.0744, 0.0591, -0.0358
Si, -0.0199, -0.0854, 0.1362
Si, 0.2104, -0.0349, 0.1689
Si, -0.0193, -0.0156, 0.0374
Si, -0.2437, -0.0372, 0.3872
Si, 0.2044, 0.0584, 0.3594
Si, -0.1244, 0.1173, 0.1243
Si, 0.0985, 0.1236, 0.1649
Si, -0.1536, -0.1838, 0.1884
Si, -0.22, -0.0382, -0.289
Si, 0.0275, -0.1178, 0.1771
Si, 0.1628, 0.0818, 0.1948
Si, 0.1142, -0.1359, 0.0984
Si, -0.1509, -0.0506, -0.025
Si, -0.0313, 0.0084, 0.4118
Si, -0.1572, -0.007, 0.3585
Si, -0.0214, -0.0192, 0.3367
O, 0.0929, -0.0275, 0.3203
O, 0.0814, -0.1438, 0.7702
O, 0.0938, 0.0824, 0.1759
O, 0.0042, -0.0155, -0.3723
O, -0.1908, 0.1357, -0.0964
O, -0.0298, -0.0719, -0.4665
O, -0.0462, -0.1352, 0.4157
O, 0.1024, -0.0679, 0.2706
O, -0.2215, -0.0722, -0.2362
O, -0.1325, 0.0093, -0.4337
O, -0.0191, -0.0454, -0.0823
O, -0.0391, 0.0181, -0.0424
O, 0.2554, 0.1869, -0.2935
N, 0.219, -0.4417, -0.5474
O, -0.1074, 0.142, -0.3273
O, -0.096, -0.051, -0.4873
O, -0.2015, 0.0515, 0.1924
O, 0.0114, -0.0207, 0.0746
O, -0.0812, 0.1558, 0.1087
O, 0.0964, -0.0884, 0.0098
O, -0.0883, 0.0224, 0.2346
O, -0.0809, 0.1214, 0.2357
O, -0.1396, 0.1784, 0.6023
O, 0.0468, -0.0438, 0.3562
Si, -0.148, -0.1215, 0.1944
Si, 0.0792, -0.0396, -0.0411
Si, 0.1668, 0.0947, 0.0411
Si, 0.0679, 0.0248, 0.046
Si, 0.0035, -0.0033, -0.0186
Si, -0.1103, -0.074, -0.122
Si, 0.1047, -0.0717, 0.0237
Si, -0.0182, 0.0818, -0.0717
Si, -0.0994, 0.1608, 0.3025
Si, 0.1227, -0.088, 0.0582
Si, -0.0627, 0.0643, 0.006
Si, 0.1268, 0.0011, 0.1349
Si, -0.0469, 0.1288, -0.0441
Si, 0.1106, -0.0766, -0.0501
Si, -0.0856, 0.0623, 0.1858
Si, 0.1354, 0.0199, -0.1291
Si, -0.2613, -0.0915, 0.2257
Si, -0.0211, 0.0712, 0.004
Si, 0.1289, 0.0109, 0.1677
Si, -0.1332, 0.055, 0.0239
Si, -0.0654, -0.0221, 0.0081
Si, 0.057, 0.0729, 0.1877
Si, -0.0669, 0.0624, 0.0314
Si, -0.0307, -0.0303, -0.0108
Si, -0.0128, -0.0279, -0.0244
Si, 0.0201, -0.0529, -0.2353
Si, 0.0181, 0.0152, -0.0444
Si, 0.0974, -0.116, -0.2379
Si, -0.0872, 0.0628, -0.0064
Si, -0.1288, 0.009, -0.3269
Si, 0.0359, -0.0764, -0.324
Si, 0.0283, 0.1072, 0.389
Si, -0.0428, 0.0717, -0.2682
Si, 0.0111, 0.062, 0.1163
Si, 0.0726, -0.016, 0.0184
Si, 0.0978, -0.1626, 0.16
O, 0.0487, -0.0224, 0.024
O, -0.0533, -0.006, -0.0817
O, -0.1361, 0.0508, -0.2262
O, 0.2605, 0.0832, -0.3257
O, 0.0394, 0.0248, -0.0263
O, -0.0003, -0.0569, -0.0366
O, -0.0802, 0.0876, 0.151
O, -0.0979, 0.0473, -0.0037
O, 0.0166, -0.0711, -0.1713
O, 0.116, 0.0097, -0.0952
O, -0.0807, 0.0268, -0.0281
O, 0.0145, -0.0382, 0.0228
O, -0.0221, -0.0001, -0.0628
O, 0.0082, 0.0053, 0.0332
O, -0.0124, -0.0332, 0.0887
O, 0.1055, -0.0487, 0.0338
O, 0.0025, 0.01, -0.0127
O, 0.0248, -0.0271, 0.0966
O, 0.0205, 0.0681, 0.1615
O, 0.0866, -0.0167, -0.0955
O, -0.0027, 0.0081, 0.0607
O, 0.0449, -0.0366, 0.0655
O, -0.022, 0.0266, -0.0173
O, 0.0612, -0.0042, 0.0816
O, 0.1422, -0.0695, 0.0545
O, 0.1947, -0.0062, -0.3747
O, -0.0222, -0.0163, -0.0703
O, 0.001, 0.0202, -0.0026
O, -0.0245, -0.0354, 0.0584
O, -0.0031, 0.0499, -0.0836
O, 0.07, 0.0494, -0.0376
O, -0.0028, -0.0817, -0.1312
O, -0.0155, 0.003, -0.0158
O, 0.0053, -0.0243, 0.0032
O, -0.0273, 0.0898, -0.0592
O, -0.0089, -0.0726, 0.0717
O, 0.0004, 0.0258, 0.0703
O, 0.0609, -0.0635, 0.1626
O, 0.0705, 0.0525, 0.0162
O, -0.0471, 0.0618, 0.0949
O, 0.0222, -0.0737, 0.0008
O, -0.005, 0.011, 0.0225
O, 0.0221, -0.0031, 0.0297
O, -0.1161, 0.058, 0.1192
O, -0.0507, 0.0282, 0.0126
O, -0.0258, 0.0847, -0.1581
O, 0.0187, -0.0275, 0.0056
O, -0.0726, 0.0957, -0.1165
O, 0.2534, -0.0016, 0.104
O, -0.0373, -0.0188, 0.0045
O, -0.0321, -0.0254, -0.013
O, 0.0427, 0.0006, 0.0305
O, -0.1787, 0.0413, 0.1403
O, -0.1375, -0.1164, -0.1318
O, -0.0207, -0.0136, 0.0529
O, 0.0685, -0.0136, -0.0904
O, -0.0796, -0.016, -0.001
O, -0.0231, 0.0002, -0.1124
O, 0.0434, 0.0315, 0.1226
O, 0.0347, 0.0577, -0.1023
O, 0.0009, 0.0445, -0.047
O, 0.0345, 0.0298, -0.1027
O, -0.0044, -0.0695, -0.037
O, 0.0106, 0.0111, 0.0041
H, -0.089, 0.0482, 0.1602

The program warned: the cutoff lies below the one the program advises for these potential files; the forces do not sum to zero within the program's tolerance; the exchange-correlation potential is rough where the density is thin.
